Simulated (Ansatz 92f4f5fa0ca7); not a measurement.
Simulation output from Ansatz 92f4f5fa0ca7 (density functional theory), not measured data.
Periodic cell of 228 atoms, Si140O88, from a study of silicon, its oxide and their interface. The atomic structure is a simulated model.

Settings
functional: r2SCAN
potential files: Ansatz PAW
basis: plane waves
wave-function cutoff: 800 eV
density cutoff ratio: 5
exchange-correlation grid ratio: 1
k mesh: 1 x 1 x 1, shifted by 0.5 0.5 0 of a step
self-consistency stop: 1e-10 eV per atom in the density residual
occupations: fixed
spin: none
net charge: 0

Cell vectors (angstrom)
a, 10.887, 0, 0
b, 0, 10.887, 0
c, 0, 0, 33.6095

Atoms: element, x, y, z (angstrom)
Si, -0.3413, 0.0458, 0.2026
Si, 2.9181, 2.3004, 0.0066
Si, -0.4078, 5.7895, 0.0288
Si, 2.8224, 7.8893, 0.117
Si, 5.1125, 0.0375, 0.1642
Si, 8.4041, 2.3421, 0.1502
Si, 4.9548, 5.5737, -0.0894
Si, 8.3138, 8.0768, 0.2048
Si, 1.3206, 1.2409, 1.3677
Si, 3.9443, 4.0004, 1.3175
Si, 1.2519, 6.7501, 1.4064
Si, 3.945, 9.4396, 1.4858
Si, 6.7661, 1.22, 1.4016
Si, 9.4739, 4.0677, 1.3194
Si, 6.6654, 6.7274, 1.2036
Si, 9.458, 9.4782, 1.6437
Si, -0.0065, 2.7151, 2.6857
Si, 2.6257, -0.065, 2.8212
Si, 0.0031, 8.1218, 2.8582
Si, 2.6215, 5.3557, 2.7324
Si, 5.3988, 2.6833, 2.6814
Si, 8.0709, -0.0404, 2.886
Si, 5.41, 8.0851, 2.7136
Si, 8.0546, 5.4069, 2.654
Si, 1.3112, 4.0244, 4.1254
Si, 4.0491, 1.3291, 4.0799
Si, 1.3259, 9.489, 4.212
Si, 4.0327, 6.7413, 4.0579
Si, 6.7508, 4.0517, 4.0639
Si, 9.5055, 1.3754, 4.0886
Si, 6.73, 9.4389, 4.1543
Si, 9.4491, 6.7368, 4.0759
Si, -0.039, 0.0152, 5.4833
Si, 2.7087, 2.6899, 5.4633
Si, -0.049, 5.4103, 5.4513
Si, 2.7366, 8.1219, 5.4764
Si, 5.4005, -0.0285, 5.4661
Si, 8.1493, 2.7311, 5.4412
Si, 5.4131, 5.4206, 5.4375
Si, 8.1461, 8.1182, 5.4752
Si, 1.3527, 1.3492, 6.8379
Si, 4.0731, 4.0673, 6.8055
Si, 1.3453, 6.777, 6.796
Si, 4.0735, 9.5019, 6.8431
Si, 6.8036, 1.3454, 6.7864
Si, 9.5076, 4.0683, 6.8318
Si, 6.7838, 6.7728, 6.8237
Si, 9.5066, 9.5164, 6.8142
Si, 0.0083, 2.7305, 8.1892
Si, 2.7314, -0.0005, 8.1862
Si, 0.0392, 8.1915, 8.1463
Si, 2.7199, 5.4375, 8.1597
Si, 5.4741, 2.7343, 8.144
Si, 8.1632, 0.0003, 8.1655
Si, 5.4637, 8.1664, 8.191
Si, 8.1757, 5.4481, 8.1842
Si, 1.387, 4.0922, 9.5444
Si, 4.1263, 1.381, 9.4927
Si, 1.3923, 9.532, 9.5525
Si, 4.0878, 6.7999, 9.5157
Si, 6.8279, 4.0814, 9.5372
Si, 9.5382, 1.3527, 9.5216
Si, 6.8249, 9.5445, 9.5492
Si, 9.5722, 6.8423, 9.4835
Si, 0.0372, 0.0324, 10.8909
Si, 2.8018, 2.7366, 10.8687
Si, 0.0435, 5.5144, 10.8601
Si, 2.7916, 8.1867, 10.9033
Si, 5.4731, 0.0616, 10.8878
Si, 8.1988, 2.716, 10.8902
Si, 5.4653, 5.4646, 10.8748
Si, 8.2507, 8.1997, 10.86
Si, 1.4501, 1.3851, 12.2148
Si, 4.152, 4.0862, 12.2643
Si, 1.4256, 6.8418, 12.2572
Si, 4.1577, 9.5798, 12.2542
Si, 6.8307, 1.3923, 12.2948
Si, 9.5727, 4.1328, 12.1686
Si, 6.8703, 6.8432, 12.1676
Si, 9.5775, 9.5698, 12.2626
Si, 0.1699, 2.8853, 13.4749
Si, 2.7412, -0.008, 13.6294
Si, 0.0672, 8.2146, 13.6075
Si, 2.8351, 5.4947, 13.5934
Si, 5.4936, 2.757, 13.7008
Si, 8.2344, 0.0587, 13.637
Si, 5.6878, 8.3221, 13.5401
Si, 8.1371, 5.4113, 13.5169
Si, 1.4964, 4.1701, 15.0068
Si, 4.1257, 1.3416, 14.9941
Si, 1.3645, 9.5374, 15.0853
Si, 4.3112, 6.9158, 14.7293
Si, 6.8578, 4.1266, 15.0938
Si, 9.6545, 1.5544, 14.7245
Si, 7.0266, 9.5846, 15.1563
Si, 9.5358, 6.772, 14.7576
Si, 0.1386, 0.3964, 16.1749
Si, 2.5369, 2.4756, 16.2942
Si, -0.1828, 5.3517, 16.1574
Si, 3.1429, 8.3438, 16.1188
Si, 5.2763, -0.2101, 16.3457
Si, 8.6165, 3.0266, 16.232
Si, 5.7786, 5.8832, 16.2588
Si, 8.24, 7.8529, 16.3639
Si, -4.3626, 18.6367, 24.3348
Si, -10.4749, 23.5995, 23.0115
Si, -10.4084, 17.6238, 23.8828
Si, -10.6818, 18.8514, 21.196
Si, 7.0139, 1.5234, 25.8956
Si, -0.4617, 16.3906, 30.6283
Si, -11.0862, 18.4857, 18.2758
Si, 17.1681, -21.8157, 19.2558
Si, -8.7227, 1.515, 30.8814
Si, 23.3706, -1.1282, 19.3703
Si, -13.2624, -18.9142, 28.2888
Si, 2.3141, -6.6929, 23.909
Si, -6.9211, -19.4287, 25.8245
Si, -3.1104, 16.4379, 29.283
Si, -9.5161, -1.236, 31.6071
Si, 2.7588, 3.6811, 19.0879
Si, -16.0035, 1.1791, 22.0288
Si, -5.6057, -6.6822, 30.5942
Si, -14.8878, -33.6758, 31.6307
Si, -6.5349, -13.0636, 20.1081
Si, -14.4841, 12.9648, 31.0336
Si, -7.1943, 17.2395, 18.3751
Si, -0.0302, -2.6438, 29.3207
Si, -10.7637, -12.8819, 26.2038
Si, -13.0278, 29.1412, 22.6358
Si, -8.8733, 10.8563, 24.8408
Si, -17.4023, -7.0405, 21.7223
Si, 33.3016, -9.2091, 19.9367
Si, 6.8898, -16.4794, 22.6527
Si, -3.0375, -2.3426, 29.1581
Si, -21.3911, 13.7723, 29.0507
Si, -2.996, 9.4619, 26.3123
Si, 8.2105, 2.482, 23.3229
Si, 14.176, -18.7743, 28.7531
Si, 15.191, -12.2769, 23.1317
Si, 30.7903, 22.7564, 18.4112
O, 4.3028, -3.7214, -13.9807
O, -9.1295, -7.5974, -5.3269
O, -16.1481, -6.0192, -11.8712
O, 0.0903, -5.5246, -1.4726
O, -3.1385, -6.8933, -10.5824
O, 6.3344, -5.7633, -3.8025
O, -1.6761, -13.7271, -15.9136
O, 22.3348, 7.7882, -8.5144
O, 9.7411, -8.6899, -10.6656
O, 3.1845, -12.2536, -14.2836
O, 4.0897, 24.4809, -6.2201
O, 2.328, 2.5982, -1.5151
O, -32.7431, 15.0512, -3.7436
O, 10.0818, 2.5022, -5.6105
O, -1.3579, 1.2309, -0.2896
O, 0.7948, 8.907, 18.2197
O, -6.0706, 13.324, 22.382
O, -21.5591, 28.5064, 29.8233
O, 5.6651, 11.2735, 17.8129
O, -5.6781, -10.9724, 22.8397
O, -16.0143, 0.9479, 20.4187
O, -7.6116, 1.6998, 29.7168
O, 11.7562, 1.4878, 21.5045
O, 7.2907, 1.4682, 22.4622
O, -4.4589, -4.7387, 23.9836
O, 7.2025, -32.7399, 25.7279
O, 3.8939, 3.4971, 20.2153
O, 2.9313, 31.6767, 23.8819
O, -10.6066, -4.5508, 17.3782
O, 8.8077, 5.6409, 30.5348
O, -0.911, 10.999, 17.4154
O, -16.6736, 19.339, 24.0659
O, 1.2221, 24.8509, 23.577
O, -9.5839, 1.4531, 16.6517
O, 25.6951, -4.0885, 33.2048
O, 14.8361, 15.0702, 29.6504
O, 22.582, 0.5689, 23.9313
O, -9.9039, -12.5648, 30.1055
O, 3.1676, -17.2664, 22.5643
O, -13.9788, 24.6569, 32.341
O, -14.073, -1.3505, 27.9003
O, -36.0808, -19.7272, 27.3542
O, -31.2254, 16.3878, 24.3083
O, -11.816, 12.5512, 19.5361
O, 18.2461, 22.2596, 31.2553
O, 22.7935, 9.2936, 20.8027
O, -32.7479, 7.1164, 19.8255
O, -3.2451, 7.0257, 28.6335
O, -5.3872, 12.8234, 25.4468
O, -12.3667, -14.7935, 33.2761
O, -19.1691, -5.6162, 18.8586
O, 5.4936, 20.9384, 32.4261
O, 0.7267, 1.7104, 30.1237
O, 17.6566, 30.7655, 30.2727
O, -18.4102, -7.2419, 25.0263
O, 5.7825, -12.4228, 19.6639
O, 4.8847, -5.3219, 17.5911
O, -1.2653, 8.3578, 21.7236
O, 20.3614, -1.5168, 25.9159
O, -12.417, 8.7036, 29.7137
O, -13.5034, 24.1936, 29.8115
O, -2.9717, -12.704, 32.5755
O, -14.7142, -2.7385, 25.8011
O, -28.4797, -1.3881, 16.6234
O, 2.3378, -10.8439, 31.4841
O, 6.982, -4.0073, 16.7785
O, 1.3193, 24.8498, 19.4925
O, -1.1301, 28.2919, 23.6172
O, 2.9698, -9.784, 25.4937
O, 10.9653, -11.6801, 32.4671
O, -17.7085, 19.6711, 21.6901
O, 26.9026, 4.8356, 32.0666
O, -3.2043, -13.4334, 23.3561
O, -24.762, 0.0325, 19.0954
O, 2.9, 7.3685, 17.4015
O, 14.0965, 2.9713, 17.6953
O, 8.248, 13.0347, 17.5654
O, 23.1499, 0.4474, 19.1866
O, 20.56, 4.1944, 16.7188
O, 2.1587, -2.4143, 32.3552
O, 11.89, -3.6609, 22.3985
O, -2.6146, -6.4178, 28.1658
O, -21.5632, -13.4425, 27.7147
O, 4.1738, 1.2901, 33.3076
O, -26.843, 2.6691, 30.6943
O, -13.7259, -30.4235, 24.892
O, 12.1281, -0.8278, 26.0173
O, 7.8707, -26.3834, 21.8043

Results
free energy: -139742.772 eV
free energy less fixed offsets of O -570.45, Si -639.56 eV per atom: -4.772 eV

Forces (eV/angstrom), in the order of the atoms: element, x, y, z
Si, 0.0026, -0.0203, -0.107
Si, -0.018, -0.0001, -0.1418
Si, 0.0116, -0.0113, -0.1533
Si, -0.0161, 0.012, -0.1097
Si, -0.0003, -0.0142, -0.1092
Si, -0.0213, 0.0119, -0.1313
Si, 0.0002, -0.0383, -0.1464
Si, 0.0001, 0.0231, -0.1093
Si, 0, 0.0015, 0.0052
Si, 0.0001, -0.0031, 0.0087
Si, -0.0015, -0.0006, 0.0093
Si, 0.0011, -0.0016, 0.0059
Si, 0.0002, 0.001, 0.009
Si, 0.0016, -0.0012, 0.0089
Si, -0.0014, -0.0012, 0.006
Si, -0.0001, 0.0012, 0.0024
Si, 0.0009, -0.0005, -0.0028
Si, -0.0019, 0.0007, 0.0003
Si, 0.0023, -0.0002, -0.0031
Si, -0.0003, -0.0021, -0.0003
Si, 0.0011, 0.0014, -0.0035
Si, -0.0029, 0.0008, -0.0005
Si, 0.0026, 0.0007, 0.0007
Si, -0.0017, -0.0018, -0.0017
Si, -0.0012, 0.0004, 0.0011
Si, -0.0003, -0.001, -0.0008
Si, 0.001, -0.0002, 0.0019
Si, -0.001, 0.0002, -0.001
Si, 0.0008, 0, -0.0014
Si, 0.0008, -0.0007, -0.0004
Si, -0.0009, -0.0024, -0.0015
Si, -0.001, -0.0015, -0.0014
Si, -0.0005, -0.0012, -0.0009
Si, -0.0004, -0.0001, -0.0015
Si, 0.0005, -0.0002, -0.0006
Si, -0.0002, -0.0004, -0.0012
Si, 0.0001, -0.0001, -0.0013
Si, -0.0009, -0.0009, -0.0003
Si, -0.0005, -0.0012, 0.0007
Si, -0.0002, 0.0005, -0.0016
Si, -0.0002, -0.0011, 0.0011
Si, 0, -0.0008, 0.001
Si, 0.0002, -0.0008, 0.0005
Si, 0, -0.0008, 0.0006
Si, 0.0002, -0.0011, 0
Si, 0, -0.0012, 0.0009
Si, -0.0001, -0.0004, 0.0017
Si, -0.0001, -0.0009, 0.0018
Si, 0.0004, -0.0008, 0.0008
Si, 0.0003, -0.001, 0.0007
Si, -0.0001, -0.0001, 0.0009
Si, 0.0002, -0.0009, 0.0007
Si, 0, -0.0006, 0.0014
Si, 0.0003, -0.0015, 0.0004
Si, 0.0001, -0.0012, 0.0009
Si, -0.0001, -0.0008, 0.0005
Si, 0, -0.001, 0.0012
Si, -0.0006, -0.0008, 0.0002
Si, -0.0006, -0.0012, 0.0009
Si, 0, -0.0006, 0.0007
Si, -0.0004, -0.001, 0.0013
Si, 0.0002, -0.001, 0.001
Si, -0.0004, -0.0002, 0.001
Si, -0.0004, -0.0003, -0.0003
Si, -0.0001, 0.0001, 0.0004
Si, 0.0001, -0.0008, 0.0007
Si, -0.0011, -0.0004, 0.0011
Si, 0.0006, 0, 0.0005
Si, -0.0004, -0.0011, 0.0004
Si, -0.0001, -0.0002, 0.0011
Si, 0.0008, 0, 0.0013
Si, 0.0003, -0.0012, 0.0011
Si, 0.0004, -0.0002, -0.001
Si, -0.001, -0.0013, 0.0009
Si, 0.0001, -0.0004, 0.0006
Si, 0.0001, 0.0004, -0.0002
Si, -0.0015, -0.0014, 0.0007
Si, 0, 0.0011, 0.0002
Si, 0.0013, -0.0003, 0
Si, -0.0007, -0.0005, 0.0008
Si, -0.0005, -0.0014, -0.0001
Si, 0.0009, -0.0007, 0.0012
Si, -0.0004, 0.0005, -0.0022
Si, 0.0002, -0.0008, -0.0034
Si, 0.0007, 0.0002, -0.0032
Si, 0.0007, -0.0003, -0.0025
Si, -0.0019, -0.0015, -0.0018
Si, -0.0005, -0.0002, -0.002
Si, 0.0013, 0.0029, 0.0069
Si, 0.0011, 0.0008, 0.0046
Si, -0.0007, -0.0018, -0.0023
Si, 0.0008, 0.001, 0.0012
Si, -0.0027, -0.0028, 0.0049
Si, -0.0007, 0.0015, 0.0015
Si, 0.0021, 0.0031, 0.0077
Si, 0.0011, -0.0004, 0.0043
Si, 0.0197, 0.0038, -0.116
Si, -0.0221, -0.0145, -0.1401
Si, -0.0143, -0.0316, -0.1019
Si, 0.0044, 0.024, -0.118
Si, -0.0093, -0.0231, -0.1463
Si, 0.0057, 0.0314, -0.1099
Si, 0.0336, 0.0034, -0.1128
Si, -0.0345, -0.0035, -0.1125
Si, -0.0444, -0.0383, -0.2927
Si, 0.0059, 0.0015, -0.3112
Si, -0.0107, -0.0325, -0.3203
Si, 0.0256, 0.03, -0.3393
Si, -0.0067, 0, -0.3514
Si, -0.029, 0.0037, -0.277
Si, -0.0541, -0.0213, -0.2795
Si, 0.0468, -0.0129, -0.3053
Si, -0.0144, 0.0093, -0.2903
Si, -0.0144, -0.0124, -0.2427
Si, -0.056, -0.0559, -0.3117
Si, -0.0254, 0.0266, -0.2811
Si, -0.0581, -0.0118, -0.3711
Si, 0.0171, 0.0101, -0.2332
Si, -0.0058, 0.017, -0.2664
Si, -0.0249, 0.0182, -0.2943
Si, -0.0283, -0.0061, -0.2985
Si, -0.0049, -0.0127, -0.2954
Si, 0.0236, -0.0055, -0.2753
Si, 0.0073, -0.0278, -0.2979
Si, 0.0128, 0.0171, -0.2766
Si, 0.0067, -0.0056, -0.2542
Si, -0.0376, 0.0048, -0.3287
Si, 0.0605, 0.0149, -0.3853
Si, 0.0432, 0.0148, -0.2321
Si, 0.005, -0.0207, -0.2987
Si, -0.0179, -0.0366, -0.2915
Si, -0.0348, 0.0091, -0.3064
Si, -0.0268, -0.013, -0.2194
Si, 0.0353, 0.0342, -0.317
Si, -0.0043, 0.0004, -0.2484
Si, -0.0279, -0.043, -0.3378
Si, -0.0021, 0.0073, -0.3041
Si, 0.0304, -0.0158, -0.3455
Si, 0.0274, -0.0114, -0.3134
Si, -0.0044, 0.0063, -0.2515
O, 0.0223, 0.062, 0.1415
O, -0.0305, -0.0114, 0.118
O, 0.0491, 0.0228, 0.1025
O, 0.0092, 0.008, 0.2171
O, 0.0214, -0.0334, 0.0859
O, -0.0587, -0.0321, 0.1127
O, 0.0751, 0.0003, 0.1327
O, -0.0234, 0.1006, 0.2051
O, -0.0317, 0.0068, 0.103
O, 0.0255, -0.0059, 0.0988
O, -0.0322, 0.0477, 0.2828
O, 0.0285, 0.0296, 0.194
O, -0.0153, 0.0621, 0.1185
O, 0.0347, 0.0186, 0.1168
O, 0.0094, -0.0061, 0.0627
O, 0.028, 0.0229, 0.1259
O, 0.0073, -0.0046, 0.1019
O, -0.003, -0.0567, 0.1154
O, 0.0326, 0.0056, 0.2063
O, -0.0211, -0.0342, 0.1193
O, -0.0273, 0.0618, 0.2176
O, -0.0314, -0.0426, 0.1595
O, -0.0095, 0.0105, 0.2585
O, 0.06, 0.0356, 0.132
O, -0.0117, 0.0531, 0.1246
O, 0.0159, -0.0127, 0.112
O, 0.0781, 0.0083, 0.2105
O, -0.0761, 0.048, 0.1461
O, 0.011, 0.0687, 0.1338
O, 0.0466, -0.0031, 0.1181
O, -0.0503, 0.0141, 0.1413
O, 0.0516, -0.0318, 0.1157
O, 0.0304, 0.0291, 0.1069
O, 0.0031, 0.0057, 0.066
O, -0.0026, 0.0073, 0.0582
O, 0.0527, 0.0369, 0.1462
O, 0.0459, -0.0556, 0.1509
O, 0.0569, 0.0511, 0.1831
O, -0.0616, 0.0095, 0.1674
O, 0.0415, 0.0059, 0.182
O, -0.0094, -0.0462, 0.2547
O, 0.0797, 0.076, 0.2266
O, 0.0015, 0.0002, 0.0954
O, 0.0681, 0.0228, 0.1346
O, -0.0122, -0.0328, 0.0995
O, -0.0353, -0.0409, 0.15
O, 0.0141, 0.0125, 0.2285
O, 0.0022, -0.0284, 0.1033
O, 0.0072, 0.0026, 0.1208
O, -0.0125, 0.0061, 0.0712
O, -0.0076, -0.0353, 0.0985
O, -0.0464, 0.0281, 0.1286
O, 0.0384, -0.0464, 0.1353
O, -0.0445, 0.0547, 0.1904
O, 0.0692, -0.0708, 0.1808
O, -0.0307, -0.0175, 0.1075
O, -0.0658, 0.0088, 0.1383
O, -0.0638, -0.0319, 0.1389
O, -0.0154, 0.0043, 0.1186
O, 0.0085, -0.0009, 0.1069
O, -0.0503, -0.0312, 0.2024
O, 0.0342, -0.0526, 0.1433
O, 0.0611, 0.0717, 0.1911
O, 0.005, 0.0021, 0.0713
O, -0.005, -0.0366, 0.0952
O, -0.0041, -0.0004, 0.0531
O, -0.0217, -0.0305, 0.1099
O, 0.0337, -0.0163, 0.1169
O, 0.0473, 0.0558, 0.1273
O, -0.0449, 0.0372, 0.1375
O, 0.0005, 0.0384, 0.2473
O, -0.0132, 0.0684, 0.2189
O, -0.0518, 0.0185, 0.1303
O, -0.0402, -0.0165, 0.0997
O, 0.0105, -0.0515, 0.1428
O, 0.0074, 0.0437, 0.1929
O, 0.0065, -0.063, 0.1366
O, -0.0026, 0.0177, 0.0956
O, 0.0013, -0.0044, 0.0529
O, 0.0481, -0.0519, 0.1351
O, 0.0034, -0.0489, 0.2024
O, -0.0091, 0.042, 0.1201
O, -0.0148, -0.0474, 0.3062
O, 0.0103, -0.0097, 0.0668
O, 0.0148, -0.0142, 0.0945
O, -0.0525, -0.0433, 0.2319
O, -0.0582, -0.0467, 0.1478
O, -0.0075, 0.0035, 0.1056

The program warned: the cutoff lies below the one the program advises for these potential files; the forces do not sum to zero within the program's tolerance; empty levels may hold ghost states of the PAW files; the exchange-correlation potential is rough where the density is thin.
